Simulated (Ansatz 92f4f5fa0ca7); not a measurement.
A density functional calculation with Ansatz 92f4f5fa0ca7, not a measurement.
Periodic cell of 208 atoms, Si128O80, from a study of silicon, its oxide and their interface. The atomic structure is a simulated model.
This geometry differs little from another in the collection (a relaxation step or a small displacement).

Settings: functional r2SCAN; potential files Ansatz PAW; basis plane waves; wave-function cutoff 800 eV; density cutoff ratio 5; exchange-correlation grid ratio 1; k mesh 1 x 1 x 1, shifted by 0.5 0.5 0 of a step; self-consistency stop 1e-10 eV per atom in the density residual; occupations fixed; spin none; net charge 0.

Cell vectors (angstrom)
a, 10.88, 0, 0
b, 0, 10.88, 0
c, 4.175, -4.5406, 30.61

Atoms and the computed forces on them: element, x, y, z (angstrom), force x, y, z (eV/angstrom)
Si, 1.1226, -1.0089, 0.1776, -0.0093, -0.0013, 0.0262
Si, 3.7804, 1.6501, 0.2551, 0.005, -0.0058, 0.028
Si, 1.5999, 3.8122, 0.1353, 0.0051, -0.0048, 0.0348
Si, 4.4122, -4.3513, 0.1036, 0.0029, -0.006, 0.0344
Si, -3.8663, -1.6647, 0.0047, 0.0075, -0.0022, 0.0357
Si, -1.1336, 1.1083, 0.0358, 0.0068, -0.007, 0.031
Si, 6.5746, 4.2876, -0.0124, -0.002, 0.0014, 0.0363
Si, -1.6309, -3.8587, -0.0358, -0.0025, 0.0012, 0.0321
Si, 2.6414, 0.089, 1.5483, -0.0006, 0.0011, -0.0076
Si, 5.4301, 2.7931, 1.4205, 0.0021, -0.0008, -0.0093
Si, 2.7638, -5.4556, 1.379, 0.0006, 0.0008, -0.0068
Si, 5.4951, -2.7619, 1.4198, -0.0005, 0.001, -0.0059
Si, -2.7261, -0.0514, 1.3177, -0.0027, 0.003, -0.0038
Si, -0.0006, 2.6717, 1.3979, -0.0029, 0.0015, -0.0044
Si, 8.1353, 5.4535, 1.3174, 0.0019, -0.0022, -0.0026
Si, -0.047, -2.701, 1.3104, 0.0018, 0.0024, -0.0053
Si, 1.3041, 1.4068, 2.8959, -0.0023, -0.0007, 0.0005
Si, 4.0916, 4.1171, 2.822, -0.003, 0.003, -0.0005
Si, 1.3515, -4.062, 2.6546, -0.0021, 0.0009, 0.0025
Si, 4.0781, -1.3627, 2.7045, -0.0015, -0.001, 0.0016
Si, 6.7996, 1.3484, 2.6709, -0.002, 0.0001, 0.0011
Si, 9.5052, 4.0891, 2.6617, -0.0024, -0.0005, 0.0013
Si, 6.8311, 6.7775, 2.7917, -0.0025, -0.0015, -0.0005
Si, -1.3814, -1.3729, 2.748, 0.0034, -0.002, 0.0029
Si, -0.046, -0.0143, 4.1462, -0.0023, 0.0013, 0.0008
Si, 2.72, 2.7582, 4.1645, -0.0011, -0.0002, -0.0002
Si, -0.0074, -5.4319, 4.0255, -0.0019, 0.0005, 0.0008
Si, 2.7058, -2.7147, 4.0505, -0.0018, -0.0003, 0.0002
Si, 5.4362, 0.0018, 4.0543, -0.0006, -0.0006, 0.0013
Si, 8.1544, 2.7239, 4.0342, -0.0008, -0.0003, 0.0023
Si, 5.4525, 5.4605, 4.1525, -0.0013, -0.0009, -0.0002
Si, 8.1693, -2.7267, 4.1239, -0.0018, 0.0014, 0.0004
Si, 1.3077, -1.3544, 10.8562, -0.0003, -0.0015, -0.0013
Si, 4.0715, 1.3861, 10.843, 0.0002, -0.0008, -0.0001
Si, 1.3932, 4.0861, 10.8839, -0.0013, -0.0002, 0.0019
Si, 4.0663, -4.0935, 10.8698, -0.0008, 0.0015, 0.0006
Si, 6.8151, -1.3561, 10.8859, -0.0003, 0, 0.0022
Si, -1.3687, 1.3335, 10.8924, -0.0013, 0.002, 0.0025
Si, 6.7601, 4.0535, 10.7999, 0.0004, -0.0008, 0.0008
Si, -1.3357, -4.0157, 10.8121, 0.0006, 0.0002, 0
Si, 2.618, 0.0878, 12.1441, 0.0023, -0.0008, 0.0009
Si, 5.4982, 2.6503, 12.2245, 0, 0.0009, 0.0027
Si, 2.7496, 5.431, 12.2804, -0.0001, -0.0009, 0.001
Si, 5.4196, -2.7149, 12.1991, -0.0024, -0.0002, 0.0018
Si, -2.7102, -0.0261, 12.2977, -0.0003, -0.0009, 0.0023
Si, 0.018, 2.7111, 12.1998, -0.0007, 0.0006, 0.0007
Si, 8.0862, 5.525, 12.0197, -0.001, -0.001, 0.0011
Si, 0.0135, -2.7294, 12.2775, -0.0009, 0.0004, 0.0033
Si, 1.3233, 1.3985, 13.6695, -0.0006, -0.0017, -0.0028
Si, 4.1591, 4.0339, 13.55, 0.0017, -0.0012, -0.0057
Si, 1.4018, -4.106, 13.687, 0.0003, -0.0003, -0.006
Si, 4.0014, -1.2896, 13.3923, -0.0003, 0.0038, -0.0083
Si, -4.0522, 1.2862, 13.7195, -0.0037, 0.001, -0.0009
Si, -1.4326, 4.1615, 13.2772, -0.0027, 0.0029, -0.0048
Si, 6.7879, -4.0852, 13.5232, -0.0004, -0.0026, -0.0031
Si, -1.3589, -1.369, 13.6753, 0.0022, 0.0004, -0.0054
Si, 0.2201, -0.2268, 15.0068, -0.0064, 0.0053, 0.0182
Si, 3.0212, 2.5078, 14.8821, -0.0033, 0.0026, 0.0183
Si, -0.3426, -5.2723, 14.7398, -0.0014, -0.0133, 0.0205
Si, 2.5427, -2.3865, 14.8396, 0.0066, 0.0016, 0.0175
Si, 5.0971, 0.1229, 14.896, -0.0017, -0.0069, 0.0167
Si, -2.8047, 3.0056, 14.7504, 0.0026, 0.007, 0.0123
Si, 5.7814, 5.1282, 14.8262, 0.0013, 0.0064, 0.0203
Si, -2.5311, -3.0097, 14.8928, -0.0064, 0.0008, 0.0117
Si, 4.0838, -0.3029, -6.7435, 0.0009, -0.0168, -0.0308
Si, -0.8738, 3.6117, 16.9188, 0.0078, -0.0017, -0.002
Si, -1.86, 1.8566, -4.8654, -0.0061, -0.0037, -0.0109
Si, 0.3698, -5.1393, -1.9998, -0.0043, 0.0191, 0.06
Si, -0.3544, -0.6051, 17.9064, 0.0036, -0.0032, -0.0055
Si, 6.8032, 1.0605, -6.8808, -0.0053, 0.0011, -0.0193
Si, 1.9216, 2.7541, 17.6397, -0.0109, 0.003, -0.0034
Si, 3.4086, 5.2432, -6.4532, 0.0055, 0.0009, -0.0213
Si, -2.4643, -2.6069, 17.828, 0.004, -0.0019, -0.0065
Si, 5.2498, -4.6802, 17.7208, 0.0031, 0.0041, -0.0022
Si, 5.5237, 0.2014, -1.9883, -0.0194, 0.0056, 0.0452
Si, 0.3268, -0.9697, -8.4711, -0.0086, -0.0099, -0.0391
Si, 3.2238, -0.7859, -3.848, 0.0002, -0.0085, 0.0182
Si, 0.0576, -2.5165, -5.9193, -0.0105, 0.0023, -0.0166
Si, -0.1538, 3.5254, -6.9678, -0.004, 0.0067, -0.0243
Si, -2.4208, -3.3222, -7.4342, 0.0019, -0.0072, -0.0235
Si, -2.6782, 3.9196, 21.5143, 0.0003, 0.0089, -0.0366
Si, 8.0722, 5.3419, 18.745, 0.001, 0.01, -0.0126
Si, 0.993, -5.2737, -4.9693, 0.0105, 0.0082, -0.0074
Si, 6.4129, 1.4814, 21.3819, 0.0061, -0.0047, -0.029
Si, 1.7422, 1.2198, -7.3284, -0.0006, -0.009, -0.0272
Si, 5.7333, -4.4009, -7.5482, 0.006, 0.0022, -0.0164
Si, 5.2627, 3.5766, -7.9067, -0.0045, 0.0028, -0.0255
Si, 3.3491, 0.8574, 21.4361, -0.0118, 0.0188, -0.041
Si, 1.708, -5.1218, 21.8432, 0.0032, -0.008, -0.0318
Si, 7.8274, 2.3553, -2.1748, -0.0022, -0.0013, 0.0537
Si, 2.585, -2.8499, -1.8601, -0.0127, -0.0054, 0.0503
Si, 4.4917, -1.8817, 17.1185, -0.0012, 0.0002, 0.0065
Si, 0.5715, 0.1076, -4.5811, 0.0061, -0.0046, -0.0007
Si, 2.4855, -0.0697, 18.6183, 0.0023, -0.0037, -0.0097
Si, -2.5174, -0.5694, 19.9162, 0.0006, -0.0041, -0.0253
Si, 3.1507, 4.9069, 19.5434, 0.0075, 0.0052, -0.0191
Si, 1.3594, -1.3698, 5.4491, -0.0002, -0.0012, 0.0009
Si, 4.0855, 1.3488, 5.4517, 0.0003, -0.0004, 0.0016
Si, 1.3326, -6.7562, 5.4483, -0.0014, 0.0018, 0.0012
Si, 4.0626, -4.0481, 5.4437, -0.002, 0.0015, 0.0006
Si, 6.7807, -1.3533, 5.4339, -0.0012, 0.002, 0.0016
Si, 9.484, 1.3846, 5.4463, -0.0022, 0.0011, 0.0015
Si, 6.8144, 4.0621, 5.4482, -0.001, -0.0001, 0.0009
Si, -1.3425, 6.7847, 5.4427, -0.0008, 0, 0.0004
Si, 2.7172, -0.0044, 6.8119, 0, -0.0004, 0.0009
Si, 5.4454, 2.7117, 6.7998, -0.0014, 0, 0.0021
Si, 2.6954, -5.4012, 6.7853, 0.0012, -0.0004, 0.0005
Si, 5.4244, -2.7039, 6.8058, 0.0021, -0.0002, 0.0002
Si, 8.1218, 0.0239, 6.7806, 0.0001, -0.0004, 0.001
Si, -0.0102, 2.7339, 6.7962, 0.0002, 0.0003, 0.0003
Si, -2.7081, 5.4287, 6.8067, -0.0013, 0.0002, 0.0009
Si, 0.003, -2.7297, 6.8011, -0.0012, 0, 0.0021
Si, 1.3498, 1.3695, 8.1573, -0.0004, -0.0002, 0.0019
Si, 4.0571, 4.097, 8.097, 0.0009, 0.001, -0.0002
Si, 1.36, -4.0684, 8.1723, -0.001, 0.0008, 0.0019
Si, 4.0735, -1.3605, 8.1771, -0.0007, 0.0004, 0.0019
Si, 6.7862, 1.3551, 8.1723, 0.0005, 0.0002, 0.0017
Si, -1.3505, 4.0786, 8.174, -0.0006, 0.0007, 0.0026
Si, 6.7947, -4.0785, 8.1478, -0.0003, 0.0007, 0.002
Si, 9.4986, -1.3365, 8.0985, 0.0001, 0.0005, 0.0001
Si, -0.0385, -0.007, 9.4863, 0.0002, -0.0011, 0.0021
Si, 2.7324, 2.752, 9.4828, -0.0002, -0.0003, 0.0015
Si, 0.0179, -5.4381, 9.5248, -0.0023, 0.0011, 0.0005
Si, 2.706, -2.7123, 9.535, -0.001, 0.0003, 0.0006
Si, 5.4325, -0.0054, 9.5327, 0.0009, 0.0007, 0.0002
Si, 8.1699, 2.7028, 9.5119, -0.0009, 0, 0.0013
Si, 5.4005, 5.4297, 9.4734, -0.0005, -0.0006, 0.0022
Si, 8.1628, -2.6799, 9.4731, 0.0002, -0.0007, 0.0023
O, -2.4691, 4.874, 20.2427, -0.006, 0.0025, 0.0286
O, 4.0943, 1.3454, 15.3425, -0.0036, 0.0022, -0.0074
O, 8.1361, -2.749, -0.5255, -0.0034, 0.002, -0.0187
O, -1.7441, 2.6205, 15.9529, -0.0027, -0.0004, -0.0069
O, -1.83, 1.7627, -1.2873, -0.0204, 0.013, -0.0382
O, 3.4085, -2.6791, 16.1963, -0.0104, 0.001, -0.0234
O, 1.1823, 2.7258, -7.4583, 0.0015, 0.0033, 0.0101
O, -1.0287, -4.5988, -1.3782, 0.0188, -0.0172, -0.0372
O, -1.3998, -4.1356, 15.2417, 0.0053, -0.005, -0.0018
O, 7.2044, 3.6275, -1.3785, 0.0102, -0.0174, -0.0419
O, -0.3042, 0.2236, 16.5012, 0.0047, -0.0071, -0.0119
O, 6.2464, -1.0862, -1.3208, -0.0135, 0.0142, -0.0415
O, 6.9381, 4.06, 15.311, 0.0062, 0.0005, 0.0017
O, 4.5967, -0.1872, -3.2468, 0.0043, 0.0018, 0.0066
O, 7.8477, 1.034, -5.6408, 0.0011, 0.0044, 0.0138
O, -0.869, 4.0388, -8.3061, 0.0073, -0.0128, 0.0352
O, 5.3656, -0.8282, 16.2198, -0.0003, 0.0081, -0.0143
O, 4.8492, 1.3243, 21.048, 0, -0.0035, 0.0061
O, 0.0116, 0.0291, -0.459, -0.0026, 0.0044, -0.0167
O, 2.48, 3.2968, 16.2154, 0.003, -0.007, -0.0185
O, 7.1058, -3.957, -6.8468, 0.0029, -0.0007, 0.0105
O, 4.5068, 0.8661, -0.9485, 0.0298, -0.016, -0.0442
O, 2.5614, 0.5098, 20.0995, 0.0045, 0.002, 0.0197
O, 4.2353, 4.605, 20.7314, 0.0052, 0.0005, 0.0216
O, -1.4362, 2.9261, 21.8571, 0.0003, -0.0005, 0.0159
O, 6.8853, 3.0203, 21.224, 0.0003, -0.0016, 0.0112
O, -2.0063, -1.3918, 21.237, 0.0052, 0.0041, 0.0193
O, 1.415, -3.9317, -1.9091, 0.0021, -0.0091, -0.006
O, 7.7077, -2.6383, 16.3614, 0.0085, -0.0032, -0.0127
O, -1.4805, -2.9279, -6.1891, 0.008, -0.0006, 0.0057
O, 3.8722, -3.5485, -1.2034, -0.019, 0.0179, -0.0362
O, 5.153, -5.1221, 16.1778, 0.0041, -0.003, -0.0141
O, -1.2871, 0.0924, 19.0565, -0.0049, -0.0009, 0.0073
O, 0.2963, 5.2947, -3.5474, -0.003, -0.0083, -0.0275
O, 2.4241, -5.2876, -7.6865, 0.0042, -0.0001, 0.0104
O, 5.9869, 5.0053, -8.1678, 0.0008, -0.002, 0.0098
O, 0.9266, -3.7174, -5.3253, -0.0061, -0.0061, 0.0054
O, 3.8592, -5.0754, 18.4251, -0.0041, -0.0043, 0.0095
O, 7.3835, 0.5387, -8.2991, -0.0031, 0.0025, 0.0101
O, 2.5947, 3.5504, 18.8753, -0.0015, -0.0006, 0.0048
O, 3.4136, -0.9224, -5.4289, 0.0037, 0.0055, -0.0063
O, -0.0408, 4.724, 16.076, -0.0074, 0.0059, -0.0185
O, -0.7177, 0.966, -4.1191, -0.0016, -0.0017, -0.0061
O, 0.0651, -1.4049, -4.7631, -0.0007, 0.002, 0.0052
O, -1.9989, 4.303, 17.8266, -0.0096, 0.0133, 0.0126
O, 2.065, -1.5774, -1.0196, 0.0195, -0.0211, -0.0335
O, 1.0177, 0.6465, -6.0212, -0.0037, -0.0012, 0.006
O, 0.7351, -2.0282, -7.3168, 0.0003, -0.0011, 0.0127
O, 6.4772, 5.4088, 18.4315, 0.0038, 0.0054, 0.0038
O, 2.3878, 1.2135, 17.6488, 0.0015, -0.0039, -0.0005
O, 1.8759, 0.1246, -3.5994, -0.0002, 0.0041, -0.0039
O, 2.7075, 2.7174, -0.3889, 0.0026, -0.0026, -0.0123
O, 3.856, -1.4313, -7.8502, 0.0091, 0.0144, 0.0364
O, 3.7411, -1.0138, 18.2595, -0.0084, 0.0084, 0.0077
O, 1.1172, -0.8939, 18.4769, -0.006, 0.0034, -0.0042
O, 2.9863, -2.2882, -3.3051, 0.0027, 0.01, -0.0184
O, 4.0974, 3.823, -6.7985, -0.0021, 0.001, 0.0052
O, 0.2966, 2.85, 17.7432, 0.0049, 0.0011, -0.0011
O, -2.508, 2.7422, -3.6587, 0.005, 0.0038, -0.0186
O, -1.5991, -4.3052, -8.403, 0.0033, 0.0019, 0.0088
O, 6.6732, 1.2473, -2.4031, -0.0054, -0.0009, -0.0112
O, 6.2799, 2.5411, -7.2272, -0.0056, -0.0018, 0.004
O, 7.9639, -2.0505, -8.2922, 0.0074, -0.0022, 0.0077
O, 5.5592, -4.2922, 22.0181, -0.0011, 0.0068, 0.0225
O, 5.4673, 5.4096, -0.4739, -0.0002, 0.0001, -0.0119
O, -0.9713, -2.0535, 17.5736, 0.0023, 0, -0.0036
O, -1.0623, -0.2521, -8.0294, 0.0055, 0.0047, 0.0167
O, 3.3436, 1.0914, -7.1592, -0.0003, -0.0031, 0.0062
O, 2.5605, 5.1707, -5.0767, -0.0037, -0.0003, 0.0063
O, 7.6653, -1.6183, 18.8835, 0.0044, 0.0014, 0.0055
O, 5.3818, -3.0564, 17.8056, -0.0025, -0.0021, -0.0051
O, 7.3086, 0.5591, 20.3888, -0.0106, 0.0105, 0.0206
O, 4.5734, -4.5022, -6.4098, 0.0016, -0.0007, 0.0005
O, -2.2718, -4.0497, 18.4942, -0.0061, -0.0112, 0.0053
O, 1.3893, -1.3315, 15.3161, -0.0002, -0.0008, 0.0074
O, 5.6206, 0.0503, -6.4637, -0.004, -0.003, 0.0122
O, -1.1605, 2.6751, -6.0583, 0.0003, 0.0047, 0.0073
O, 1.9286, -5.1468, 20.2357, -0.0065, 0.0015, 0.0208
O, 0.1859, 4.8185, -6.095, -0.0059, -0.016, -0.0065
O, 0.877, 4.4565, -1.1734, -0.0134, 0.0145, -0.0357

Results
free energy: -127504.236 eV
free energy less fixed offsets of O -570.45, Si -639.56 eV per atom: -4.556 eV

The program warned: the cutoff lies below the one the program advises for these potential files; the forces do not sum to zero within the program's tolerance; empty levels may hold ghost states of the PAW files; the exchange-correlation potential is rough where the density is thin.
